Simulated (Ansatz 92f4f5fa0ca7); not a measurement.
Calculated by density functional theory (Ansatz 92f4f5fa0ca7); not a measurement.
Periodic cell of 215 atoms, Si132O82B1, from a study of silicon, its oxide and their interface. The atomic structure is a simulated model.
Doubt: the cutoff is far below the 930 eV that the study's wrapper takes by default for these files, so forces and energies are approximate.
This geometry differs little from another in the collection (a relaxation step or a small displacement).

Settings
functional: PBE
potential files: Ansatz PAW
basis: plane waves
wave-function cutoff: 580 eV
density cutoff ratio: 5
exchange-correlation grid ratio: 1
k mesh: 1 x 1 x 1, Gamma-centred
self-consistency stop: 5e-08 eV per atom in the density residual
occupations: fixed
spin: none
net charge: -1 e, with a uniform compensating background and no finite-size correction

Cell vectors (angstrom)
a, 10.938, 0, 0
b, 0, 10.938, 0
c, 0, 0, 31.5432

Atoms and the computed forces on them: element, x, y, z (angstrom), force x, y, z (eV/angstrom)
Si, 10.4346, 0.5765, 24.377, 0.0083, -0.0233, -0.0479
Si, 6.0427, 10.5003, 24.1798, -0.0254, 0.0013, -0.0458
Si, 2.1316, 3.2532, 24.1135, 0.0046, -0.016, -0.0581
Si, 8.7035, 2.2576, 24.3395, -0.0052, 0.0172, -0.0474
Si, 0.5035, 5.054, 24.1935, -0.016, 0.0087, -0.0425
Si, 5.0514, 5.8961, 24.2288, 0.0088, -0.0192, -0.0459
Si, 3.3914, 7.652, 24.1967, 0.0007, 0.0163, -0.0451
Si, 7.8257, 8.8265, 24.0258, 0.0174, 0.0097, -0.0531
Si, 1.3438, 1.4864, 25.4847, -0.0128, 0.0014, 0.0054
Si, 6.9148, 1.3016, 25.5246, 0.0095, -0.007, 0.0079
Si, 4.025, 4.1006, 25.3588, 0.0014, 0.0073, 0.0129
Si, 9.6688, 4.0992, 25.449, -0.0013, -0.0067, 0.0073
Si, 1.4897, 6.8175, 25.4004, 0.0057, -0.0039, 0.011
Si, 6.8991, 6.9476, 25.2747, -0.0112, -0.0041, 0.0144
Si, 4.2285, 9.5363, 25.3769, 0.0041, -0.0026, 0.008
Si, 9.5218, 9.6422, 25.467, 0.0056, 0.0076, 0.0017
Si, 2.7783, 0.0167, 26.6784, 0.0078, -0.0061, 0.0494
Si, 8.2155, -0.027, 26.9779, 0.0127, 0.02, -0.1616
Si, 0.0156, 2.7727, 26.9519, -0.0059, 0.0012, -0.1556
Si, 5.446, 2.7286, 26.7012, -0.0064, 0.0054, 0.046
Si, 2.7554, 5.4421, 26.8726, 0.0004, -0.001, -0.091
Si, 8.2329, 5.5253, 26.6652, -0.005, -0.0002, 0.0495
Si, 0.0302, 8.2134, 26.6877, -0.0113, -0.0145, 0.0484
Si, 5.5495, 8.1969, 26.8299, -0.0016, -0.0009, -0.0674
Si, 4.106, 1.3696, 28.1333, 0.0027, -0.0105, -0.0317
Si, 9.5889, 1.3732, 28.246, 0.0069, -0.0002, 0.2058
Si, 1.3874, 4.1224, 28.2579, 0.0312, 0.0433, 0.1831
Si, 6.8318, 4.1379, 28.0541, 0.004, 0.0129, -0.0584
Si, 4.1509, 6.8247, 28.1758, 0.0424, -0.0018, 0.0775
Si, 9.5937, 6.8533, 28.1157, 0.0093, -0.0015, -0.0393
Si, 1.3906, 9.5925, 28.0758, 0.0132, 0.0052, -0.051
Si, 6.8458, 9.5418, 28.2614, -0.0629, -0.0618, 0.1787
Si, 0.0442, -0.0157, 29.5447, -0.0175, 0.0197, -0.0179
Si, 5.4367, -0.0132, 29.5482, 0.019, -0.0088, -0.0237
Si, 2.7698, 2.7404, 29.5768, -0.0169, 0.0123, -0.021
Si, 8.1705, 2.7731, 29.4948, 0.0116, -0.0116, -0.0118
Si, 0.0088, 5.5125, 29.5539, 0.0089, -0.0175, -0.0232
Si, 5.5069, 5.4503, 29.5386, -0.0214, 0.0191, 0.0114
Si, 2.743, 8.2219, 29.4795, -0.0003, -0.0032, 0.0229
Si, 8.2201, 8.1611, 29.5828, -0.0118, 0.0262, -0.0171
Si, 1.3913, 1.3624, 30.9213, -0.0051, 0.0063, 0.0034
Si, 6.8098, 1.3858, 30.8586, 0.0056, -0.0131, -0.0029
Si, 4.1088, 4.1434, 30.9533, 0.0168, 0.0135, 0.009
Si, 9.547, 4.1265, 30.8635, 0.0093, -0.0059, -0.0021
Si, 1.4214, 6.8529, 30.9012, 0.0047, 0.0139, 0.002
Si, 6.8101, 6.8252, 30.9662, -0.0106, -0.0164, 0.0056
Si, 4.0987, 9.5277, 30.9176, -0.0148, 0.0008, -0.0027
Si, 9.5971, 9.5539, 30.91, -0.0092, -0.0019, 0.0018
Si, 2.7414, -0.0324, 0.7291, 0.0063, -0.0028, 0.004
Si, 8.1557, -0.012, 0.6732, 0.0083, 0.0068, -0.0058
Si, -0.0128, 2.7728, 0.685, 0.0015, -0.0037, -0.0062
Si, 5.4764, 2.7262, 0.7245, -0.0159, 0.0138, -0.0024
Si, 2.8713, 5.6488, 0.8337, -0.0175, -0.0357, -0.0216
Si, 8.2025, 5.4368, 0.7421, -0.0083, 0.0191, -0.0065
Si, 0.0377, 8.188, 0.7234, 0, -0.0087, 0.0035
Si, 5.2962, 8.0578, 0.8396, 0.034, 0.0134, -0.0203
Si, 4.1117, 1.342, 2.0795, -0.0143, -0.0011, 0.0242
Si, 9.52, 1.3825, 2.0263, 0.0181, -0.0222, 0.0231
Si, 1.37, 4.1878, 2.0244, 0.0199, -0.0221, 0.035
Si, 6.7883, 4.117, 2.1072, -0.0217, 0.0177, -0.0173
B, 4.0744, 6.8597, 2.0306, -0.035, 0.0486, -0.12
Si, 9.5995, 6.8053, 2.0748, -0.0105, 0.0168, 0.0141
Si, 1.424, 9.5061, 2.1044, 0.013, 0.0019, -0.0006
Si, 6.7701, 9.5275, 2.0386, -0.0035, -0.0084, 0.0249
Si, -0.0381, -0.0228, 3.3391, -0.0595, -0.0176, -0.1526
Si, 5.4682, -0.0291, 3.4877, -0.0117, -0.005, 0.0301
Si, 2.6829, 2.7403, 3.3435, -0.0053, 0.0061, -0.2154
Si, 8.1658, 2.7109, 3.4903, -0.0061, -0.0173, 0.0377
Si, -0.0062, 5.4593, 3.5153, -0.0001, 0.0196, 0.0429
Si, 5.2784, 5.6414, 3.1634, 0.1021, -0.0991, 0.0026
Si, 2.9018, 8.0335, 3.3108, -0.0608, 0.0574, 0.0863
Si, 8.203, 8.1884, 3.3733, 0.0217, -0.0093, -0.119
Si, 1.2787, 1.3749, 4.6483, 0.0148, -0.0091, 0.1268
Si, 6.8339, 1.3075, 4.9051, 0.0066, -0.0078, -0.0512
Si, 4.0694, 4.1726, 4.5644, -0.0041, 0.0297, 0.1159
Si, 9.5275, 4.0638, 4.8864, 0.0175, 0.02, -0.0535
Si, 1.4114, 6.8824, 4.8251, -0.0117, -0.0406, -0.0429
Si, 6.7735, 6.7877, 4.6062, -0.0164, 0.0263, 0.0898
Si, 4.0872, 9.503, 4.8249, 0.0416, -0.0023, -0.0551
Si, 9.5612, 9.5664, 4.7279, 0.0046, 0.0016, 0.0673
Si, 2.6153, 0.0142, 6.0407, -0.0126, 0.0138, 0.0198
Si, 8.2202, -0.1289, 6.2563, 0.0032, 0.0082, 0.0011
Si, -0.0283, 2.6515, 6.1852, -0.0132, -0.0146, 0.0104
Si, 5.3646, 2.8007, 6.0013, -0.0064, 0.0128, 0.0056
Si, 2.7448, 5.4243, 6.107, 0.041, 0.0145, -0.0298
Si, 8.0651, 5.4498, 6.1167, -0.0125, 0.0006, 0.006
Si, 0.0148, 8.2845, 6.1786, 0.0005, 0.0156, -0.003
Si, 5.5636, 8.1498, 6.1259, -0.0127, -0.035, -0.0164
Si, 3.4731, 1.9294, 7.1016, 0.0397, -0.0463, 0.0331
Si, 10.0256, 0.8229, 7.4437, -0.0218, 0.0088, 0.0632
Si, 1.7796, 3.6463, 7.313, -0.0275, 0.0278, 0.0773
Si, 6.2047, 4.5316, 7.3397, -0.0006, -0.0247, 0.0534
Si, 4.6335, 6.3022, 7.2225, -0.0287, 0.037, 0.0405
Si, 9.1593, 7.1923, 7.2655, 0.0243, -0.0108, 0.0473
Si, 0.8905, 10.1478, 7.4669, 0.0227, -0.0139, 0.062
Si, 7.408, 8.8841, 7.4572, -0.0041, 0.0139, 0.0621
O, 4.5543, 6.5877, 8.8616, 0.0211, -0.0138, -0.0173
O, 1.427, 3.9684, 8.9227, 0.002, -0.0289, -0.0594
O, 9.7193, 6.5456, 8.7041, -0.0202, 0.0075, -0.0461
O, 1.3023, 10.088, 9.1108, -0.0298, 0.0117, -0.0521
O, 6.092, 4.2204, 8.9914, 0.0018, 0.0164, -0.0414
O, 3.7598, 1.5809, 8.686, -0.0115, 0.0324, -0.0156
O, 7.1398, 8.9507, 9.122, 0.0219, -0.0149, -0.04
O, 9.6613, 1.0697, 9.0588, 0.0278, -0.0089, -0.0489
O, 8.2544, 2.538, 22.7668, 0.016, -0.0165, 0.0466
O, 10.9994, 5.5427, 22.6609, 0.0096, -0.019, 0.039
O, 5.6204, 0.0839, 22.66, 0.0175, -0.0193, 0.0377
O, 5.2864, 5.4046, 22.6521, -0.0172, 0.014, 0.0368
O, 2.1593, 2.8108, 22.4972, -0.0068, 0.0256, 0.05
O, 3.3254, 7.8576, 22.5357, 0.0178, -0.0132, 0.0373
O, 8.3789, 8.7404, 22.4362, -0.0259, 0.0033, 0.0414
O, -0.1574, 11.2248, 22.7862, -0.0186, 0.0214, 0.0389
Si, 2.1553, 2.9715, 12.8744, 0.0009, -0.014, -0.0365
Si, 8.6879, 1.2969, 10.3343, -0.017, 0.0107, -0.0146
Si, 1.0642, 4.4935, 15.3432, -0.002, -0.0011, -0.0085
Si, 7.546, 5.5688, 12.179, -0.0073, 0.0067, -0.0462
Si, 2.4182, 8.1804, 21.2331, -0.0075, 0.0071, 0.0149
Si, 5.4187, 7.779, 12.4488, 0.0007, -0.0017, -0.0432
Si, 9.2775, 0.4488, 15.4849, -0.0079, -0.007, -0.0063
Si, 2.9233, -0.0474, 16.662, -0.005, 0.0013, -0.0058
Si, 10.4679, 1.1559, 12.5877, 0.0129, -0.0042, -0.0361
Si, 7.766, 2.8288, 21.2613, 0.0006, 0.0109, 0.005
Si, 9.1453, 8.7798, 14.4349, -0.0159, 0.008, -0.0223
Si, 1.4746, 4.776, 10.3301, 0.0129, 0.0133, -0.0068
Si, 4.4852, 9.4817, 19.1512, -0.0019, 0.0026, 0.0207
Si, 11.076, 6.0964, 21.137, 0.0023, 0.0015, 0.0071
Si, 6.6252, 10.4402, 14.836, 0.0069, 0.0022, -0.0232
Si, 5.3891, 0.7276, 21.1971, -0.0136, 0.0053, 0.0098
Si, 2.3443, 9.8091, 10.3384, 0.0125, -0.0083, -0.0196
Si, 0.4287, 10.6381, 21.4141, 0.0159, -0.0078, 0.0193
Si, 5.8481, 5.2551, 21.1492, 0.0037, -0.0006, 0.0072
Si, 3.642, 7.0823, 10.0828, -0.0172, -0.007, -0.034
Si, 9.0424, 5.6803, 14.8266, 0.0078, 0.0073, -0.0132
Si, 3.6607, 4.0817, 19.1008, -0.0033, 0.0085, 0.0144
Si, 10.0281, 3.6645, 19.33, 0.0045, -0.0052, 0.0242
Si, 4.2652, 8.6591, 15.3476, -0.0017, 0.0088, -0.0087
Si, 0.4566, 1.9147, 17.1645, 0.0024, -0.0037, 0.0078
Si, 6.7985, 7.5323, 19.2641, -0.0057, -0.0035, 0.0267
Si, 5.2582, 3.6201, 16.7407, -0.0027, 0.0017, 0.0096
Si, 7.7873, 5.017, 17.5269, -0.0053, -0.0098, 0.015
Si, 6.6751, 9.908, 10.3533, -0.0179, 0.0173, -0.0186
Si, 4.3839, 1.0513, 10.0548, 0.0084, 0.0002, -0.032
Si, -0.0262, 9.0833, 11.8711, -0.0049, 0.0122, -0.0397
Si, 9.1014, 8.6324, 20.9687, 0.0064, -0.0052, 0.0157
Si, 4.5557, 1.6631, 14.5738, 0.0009, -0.0059, -0.0212
Si, 2.4469, 2.0897, 21.069, 0.0116, -0.0061, 0.0084
Si, 6.33, 3.3377, 10.332, 0.0145, -0.0195, -0.0174
Si, 3.4286, 5.9115, 16.7291, -0.0012, 0.0012, 0.0067
Si, 9.8739, 6.5336, 10.3109, -0.0002, 0.0013, -0.0044
O, 0.1156, 2.6226, 18.593, -0.0074, 0.0073, -0.0093
O, 2.9361, 9.6287, 15.5799, 0.0013, -0.0027, 0.0125
O, 10.8575, 4.809, 20.1522, 0.0052, 0.0173, -0.0076
O, 7.5737, 2.3868, 9.913, 0.0041, 0.0113, 0.036
O, 10.9175, 5.335, 10.7565, 0.0017, 0.002, 0.0149
O, 6.5917, 6.7181, 12.8509, 0.001, 0.0017, 0.0165
O, 10.3237, 8.055, 10.7539, -0.0036, -0.0146, 0.0152
O, 7.6765, 9.4542, 13.9848, 0.0002, -0.0032, 0.0164
O, 8.419, 6.2114, 10.9689, 0.0107, 0.0021, 0.0169
O, 5.3556, 10.4873, 20.0826, 0.0044, 0.0164, -0.0054
O, 2.1609, 3.7458, 11.4267, -0.0076, 0.0153, 0.0052
O, 7.9799, 8.5427, 19.7758, 0.013, 0.0019, -0.0079
O, 6.211, 6.728, 20.5599, -0.0047, -0.0094, -0.0139
O, 5.5097, 2.7113, 15.4095, 0.0027, 0.0007, 0.0066
O, 1.3018, 0.9339, 20.7252, -0.0034, -0.0055, -0.0162
O, 6.0675, 9.0411, 11.6133, 0.0064, 0.0157, 0.0052
O, 4.6116, 4.9802, 16.1064, 0.0003, -0.0008, 0.0008
O, 6.5978, 3.9075, 17.6293, 0.0036, 0.0033, -0.0119
O, 10.5294, 10.6634, 11.8051, 0.0005, -0.0084, 0.0236
O, 5.587, 0.495, 13.9887, -0.0012, -0.0017, 0.0192
O, 8.0236, 5.1032, 15.9323, -0.0018, -0.0011, 0.0036
O, 9.7488, 9.8105, 15.5615, 0.0048, -0.0023, 0.0031
O, -0.3986, 5.139, 15.1172, -0.0063, 0.0009, 0.0084
O, 1.5725, 6.835, 20.8181, -0.0035, 0, -0.0198
O, 1.511, 0.6371, 17.1828, -0.0033, 0.0012, -0.0059
O, 6.5981, 1.7665, 20.8317, 0.0013, 0.0004, -0.019
O, 1.0135, 1.7926, 12.8225, -0.005, -0.0041, 0.0235
O, 3.2433, 5.4913, 18.3226, 0.0028, -0.004, -0.0072
O, 9.5292, 2.0059, 11.563, -0.0174, -0.004, 0.0053
O, 1.0154, 3.0999, 16.1916, -0.0007, -0.0001, -0.0017
O, 8.5754, 5.1277, 13.3697, -0.008, -0.0005, 0.0126
O, 10.2868, 8.5719, 13.2857, 0.0095, -0.0028, 0.007
O, 1.4481, 9.4023, 21.6925, -0.003, 0.0027, -0.0283
O, 10.0761, 9.9383, 20.6361, -0.0018, -0.0021, -0.0172
O, 3.1672, 0.2256, 10.8203, 0.0066, 0.0054, 0.0224
O, 5.0623, 2.3691, 10.7845, -0.0062, -0.0124, 0.0145
O, 1.7469, 4.1441, 13.9195, -0.0007, -0.003, 0.0134
O, 7.9336, 10.8508, 10.8307, -0.0131, -0.0035, 0.0147
O, 9.1344, 4.4675, 18.2317, 0.008, -0.0058, -0.0063
O, 5.6471, 9.4863, 15.76, -0.0035, -0.0039, 0.0025
O, 5.541, -0.0408, 9.7467, 0.0092, -0.0027, 0.0174
O, 3.594, 2.3042, 13.39, -0.0048, 0.0041, 0.0182
O, 1.9726, 5.6447, 16.0496, 0.0015, -0.0021, -0.002
O, 9.7163, 1.0507, 14.0302, 0.0066, 0.0065, 0.0041
O, 4.3974, 6.9393, 11.5104, -0.0048, -0.0003, 0.0124
O, 4.7526, 4.4952, 20.2244, 0.017, 0.0073, -0.0064
O, 9.9619, 1.3286, 16.6465, 0.0033, 0.0002, -0.0044
O, 6.6763, 4.3053, 11.6143, -0.0033, -0.0122, 0.01
O, 5.5873, 8.4042, 18.5919, 0.0003, -0.0006, -0.01
O, 9.0681, 2.7428, 20.2775, -0.0167, -0.004, -0.0082
O, 3.6106, 1.1264, 15.7824, 0.0003, 0.0039, 0.0066
O, 4.2234, 3.0767, 17.9104, -0.0043, -0.004, -0.0045
O, 9.9202, 7.2203, 20.9131, 0.0009, -0.0003, -0.0222
O, 3.3646, 8.6634, 9.797, -0.0036, 0.0038, 0.0252
O, 3.9371, 7.4181, 16.3648, 0.0014, 0.001, -0.0037
O, 7.6429, 0.4706, 15.693, 0.0011, 0.0038, 0.0052
O, 8.935, 7.2953, 15.0235, 0.0019, -0.0043, 0.0062
O, 3.9321, 1.4393, 21.1613, 0.0075, -0.001, -0.0232
O, 1.5983, 9.1425, 11.6572, 0, 0.0093, 0.0129
O, 2.3125, 6.1628, 10.1706, 0.0069, -0.0021, 0.0308
O, 7.3515, 6.4594, 18.1577, -0.0027, 0.0123, -0.0063
O, 7.2107, 4.3602, 21.1469, 0.0002, -0.01, -0.0212
O, 4.5538, 8.2304, 13.7833, 0.0056, -0.004, 0.0066
O, 3.3384, 8.6597, 19.9776, -0.0117, -0.0091, -0.0068
O, 2.4962, 3.2375, 19.883, -0.0056, -0.0151, -0.005
O, 3.7437, 10.3548, 17.9766, 0.0095, -0.0065, 0.0024

Results
free energy: -130700.164 eV
free energy less fixed offsets of B -154.04, O -568.88, Si -635.61 eV per atom: 2.556 eV

The program warned: the cutoff lies below the one the program advises for these potential files; the exchange-correlation potential is rough where the density is thin.
